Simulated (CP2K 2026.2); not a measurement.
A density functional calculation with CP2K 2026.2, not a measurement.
Periodic cell of 1052 atoms, Si736O316, from a study of silicon, its oxide and their interface. The atomic structure is a simulated model.
Doubt: the forces sum to 3.53 eV/angstrom along one axis rather than to zero, so they err by at least 0.0034 eV/angstrom per atom on average; the grid cutoff is modest.

Settings: functional PBE; method Gaussian and plane waves; basis set DZVP-MOLOPT-SR-GTH; pseudopotentials GTH-PBE; grid cutoff 350 Ry, relative cutoff 50 Ry; k points Gamma only; occupations fixed; spin none; net charge 0.

Cell vectors (angstrom)
a  30.7742  0  0
b  0  15.3871  0
c  -5.5327  -1.1131  39.7682

Atoms: element, x, y, z (angstrom)
Si  21.7787  -0.1669  30.4994
Si  20.7861  2.7188  30.547
Si  24.2302  7.0289  28.9654
Si  21.6789  7.0417  33.8318
Si  24.7906  -0.6146  30.4451
Si  26.0943  2.0993  30.2287
Si  20.442  4.1655  26.4088
Si  23.3207  9.5305  30.5388
Si  -1.0859  14.3924  31.1498
Si  -1.7797  1.9574  30.967
Si  -1.938  6.5119  31.5461
Si  -2.3431  9.647  31.0255
Si  1.8801  -0.7841  30.8209
Si  0.8215  2.691  29.2676
Si  7.313  4.0109  28.874
Si  2.4261  9.7266  30.9366
Si  25.8076  14.1715  33.31
Si  24.8118  3.5324  32.6545
Si  25.8845  6.1048  31.363
Si  24.479  8.1999  33.0472
Si  -1.8373  14.1219  33.9554
Si  -0.9581  2.6916  33.8306
Si  -1.045  6.5038  33.7587
Si  -1.4089  10.3683  33.7992
Si  2.5653  14.2687  33.7969
Si  1.4834  2.7146  33.7593
Si  1.361  6.5666  33.8772
Si  1.7032  10.4626  33.7282
Si  5.3812  13.6776  32.5586
Si  6.4339  5.0461  33.3211
Si  2.1758  6.8767  31.7507
Si  5.043  10.1912  29.4708
Si  25.3053  1.1839  35.2605
Si  25.3416  3.6563  34.952
Si  25.1531  9.277  35.051
Si  25.2235  11.784  35.2262
Si  -1.5437  0.7782  35.0867
Si  -1.5319  4.5976  35.0587
Si  -1.6672  8.4115  35.0424
Si  -1.6972  12.2058  35.2222
Si  2.1875  0.8515  35.0298
Si  2.0931  4.6261  35.0103
Si  1.9601  8.5227  35.0562
Si  2.1196  12.3427  35.0613
Si  6.1702  1.542  35.1164
Si  6.1359  3.9197  35.2856
Si  5.5305  9.3179  34.7568
Si  5.8653  11.7275  34.8481
Si  23.2943  0.832  36.3884
Si  23.4376  4.5534  36.2054
Si  23.3666  8.6555  36.4926
Si  23.3026  12.27  36.4614
Si  -3.4841  0.8129  36.4458
Si  -3.5755  4.5027  36.2199
Si  -3.6835  8.5108  36.261
Si  -3.6222  12.2165  36.5138
Si  0.3308  0.7545  36.4842
Si  0.2943  4.6209  36.5271
Si  0.1553  8.5225  36.5159
Si  0.2564  12.3387  36.4913
Si  4.1798  0.9178  36.297
Si  4.1062  4.6065  36.3033
Si  3.9424  8.5841  36.319
Si  4.0896  12.304  36.3163
Si  23.3351  14.2702  37.7005
Si  23.2993  2.7585  37.7388
Si  23.4233  6.5481  37.5955
Si  23.314  10.465  37.9406
Si  -3.5756  14.2342  37.7438
Si  -3.5141  2.7298  37.7827
Si  -3.6623  6.5133  37.5641
Si  -3.5727  10.3103  37.8282
Si  0.2855  14.2479  37.8338
Si  0.2954  2.688  37.8293
Si  0.267  6.5756  37.8096
Si  0.2521  10.4311  37.8485
Si  4.161  14.3041  37.5999
Si  4.0909  2.7536  37.7665
Si  4.1382  6.5958  37.6024
Si  4.038  10.4408  37.7519
Si  25.2614  14.2853  39.0757
Si  25.2712  2.7411  39.0617
Si  25.276  6.5627  39.0402
Si  25.2857  10.4194  39.1896
Si  -1.6683  14.2523  39.1348
Si  -1.6329  2.7261  39.163
Si  -1.7304  6.5559  39.0293
Si  -1.667  10.406  39.1816
Si  2.2698  14.2759  39.0705
Si  2.2171  2.7204  39.16
Si  2.2475  6.5841  39.0644
Si  2.1854  10.4366  39.1666
Si  21.406  -1.0683  39.045
Si  21.4142  2.8142  39.1043
Si  21.4696  6.6152  38.9855
Si  21.3525  10.4786  39.1813
Si  0.0479  1.9212  11.5841
Si  0.0332  5.8389  11.5894
Si  0.0215  9.649  11.6166
Si  0.0063  13.4981  11.5918
Si  3.9054  1.9486  11.576
Si  3.9092  5.8118  11.5575
Si  3.8885  9.6346  11.5959
Si  3.8889  13.4909  11.5724
Si  7.743  1.9441  11.5134
Si  7.7386  5.7809  11.5299
Si  7.716  9.6019  11.5105
Si  7.7261  13.506  11.5073
Si  27.0145  1.9585  11.5274
Si  26.9962  5.8464  11.5129
Si  26.9899  9.6413  11.5492
Si  26.9858  13.531  11.5222
Si  28.899  1.8976  12.9508
Si  28.8664  5.89  12.9445
Si  28.8651  9.6654  12.9996
Si  28.8477  13.4739  12.9725
Si  1.9784  1.9471  12.9426
Si  1.9863  5.8287  12.9133
Si  1.9575  9.6544  12.9676
Si  1.9461  13.5075  12.9208
Si  5.8486  1.9267  12.9192
Si  5.8336  5.8177  12.9215
Si  5.838  9.5812  12.9356
Si  5.8336  13.513  12.91
Si  9.6919  1.9928  12.8216
Si  9.6797  5.7678  12.8578
Si  9.6389  9.5832  12.8398
Si  9.6506  13.5333  12.8416
Si  -1.8806  -0.0329  14.3764
Si  -1.8742  3.9011  14.1786
Si  -1.9  7.7815  14.421
Si  28.7345  11.5786  14.3998
Si  2.0311  0.0183  14.3154
Si  1.9585  3.9063  14.2547
Si  2.0228  7.7184  14.3242
Si  1.8273  11.6096  14.2984
Si  5.8376  0.0251  14.3385
Si  5.8838  3.8751  14.2295
Si  5.8519  7.6841  14.3878
Si  5.8246  11.5534  14.1959
Si  9.6391  0.1098  14.1645
Si  9.7554  3.8669  14.2369
Si  9.5864  7.6609  14.2158
Si  9.6455  11.5534  14.0882
Si  0.1227  0.0095  15.6721
Si  -0.0177  3.9822  15.562
Si  0.1416  7.7332  15.7187
Si  -0.119  11.613  15.7374
Si  3.9327  -0.014  15.7589
Si  3.9295  3.8311  15.5248
Si  3.9249  7.6768  15.7655
Si  3.8603  11.5863  15.4564
Si  7.808  0.0995  15.6319
Si  7.8404  3.9188  15.5682
Si  7.7874  7.64  15.7739
Si  7.7837  11.5482  15.4817
Si  26.8935  -0.0316  15.6831
Si  27.0839  3.8906  15.6209
Si  26.8056  7.7914  15.6625
Si  26.7289  11.5846  15.737
Si  0.0248  2.0491  16.8429
Si  0.1166  5.7949  17.1098
Si  0.1368  9.6823  17.0707
Si  0.2059  13.5127  17.1189
Si  3.9131  1.9981  17.0086
Si  3.9981  5.6319  17.0111
Si  3.9088  9.7623  16.9039
Si  4.0517  13.3419  17.0135
Si  7.7823  2.0722  16.9861
Si  7.9212  5.6711  17.1775
Si  8.3399  9.6935  16.8248
Si  8.3505  13.4573  16.7115
Si  26.9902  1.9139  16.9703
Si  27.1287  5.8679  16.9396
Si  26.0103  9.6525  16.9578
Si  26.2053  13.5105  17.0708
Si  -1.8279  1.7616  18.2735
Si  -1.8083  6.5432  18.2969
Si  -1.2044  8.824  18.8081
Si  -0.9675  14.1799  19.0707
Si  1.8994  2.5445  18.123
Si  2.7298  6.4807  21.0018
Si  2.0877  10.3285  18.2543
Si  2.1596  12.7684  18.271
Si  5.8289  2.5494  18.2737
Si  5.9323  4.9831  18.2923
Si  6.2653  9.6952  18.9035
Si  6.9062  13.5966  18.5064
Si  25.0568  2.2441  18.2522
Si  25.5801  5.3482  18.5989
Si  26.6819  9.9461  19.1872
Si  26.9652  13.0419  19.3224
Si  6.1437  12.02  20.8869
Si  24.5745  6.5413  23.4794
Si  6.4076  11.0305  23.7842
Si  2.0653  5.0283  18.2384
Si  1.702  13.5788  20.417
Si  24.0384  3.5733  22.9115
Si  6.3351  0.9305  19.9135
Si  1.3554  11.4617  22.7702
Si  1.226  3.0242  24.8797
Si  1.1418  9.0311  20.8863
Si  -1.4619  3.5521  20.8214
Si  1.2281  2.3988  20.9451
Si  3.5612  11.5364  25.1312
Si  9.185  1.9138  20.5949
Si  27.8717  6.1654  20.3447
Si  24.5611  12.2712  24.0025
Si  3.736  14.2315  26.7844
Si  25.6731  6.2199  26.4657
Si  -0.838  11.5719  24.7269
Si  1.6512  7.1537  27.3361
Si  -3.2453  8.4934  26.4788
Si  27.05  10.3354  24.1069
Si  6.3853  7.9516  23.087
Si  4.2554  13.2591  29.6135
Si  26.527  8.4103  21.743
Si  5.3222  -0.2692  24.2566
Si  25.0468  3.4468  27.6302
Si  0.4735  5.6665  29.6599
Si  24.1523  12.0225  29.023
Si  3.1894  3.8951  22.5524
Si  -3.9041  10.6154  28.6973
Si  -3.0285  0.0523  24.1735
Si  -0.1918  9.1309  26.4254
Si  4.612  6.7447  25.0129
Si  5.7335  2.7984  23.8244
Si  8.3903  14.5778  24.2452
Si  0.1117  10.5957  29.2045
Si  4.3312  14.4081  21.4859
Si  2.5628  2.2774  30.7466
Si  25.2518  1.7356  25.115
Si  5.6686  7.1083  20.3209
Si  25.8863  14.1987  22.0824
Si  -1.6977  12.8022  28.8243
Si  -1.2922  14.2443  26.3298
Si  2.4756  5.2633  26.2909
Si  1.2276  0.7138  26.7579
Si  -0.7763  1.8247  23.0094
Si  3.9328  9.0528  26.9384
Si  6.6902  0.8778  32.9217
Si  5.5222  2.9685  31.095
Si  8.7367  6.6166  29.2005
Si  5.1149  7.5008  32.4521
Si  9.7483  1.1638  32.1777
Si  11.4648  2.882  30.3837
Si  5.2848  4.3323  26.4434
Si  7.2943  8.7689  30.8702
Si  14.6805  -0.7713  31.4946
Si  14.1901  2.2339  31.4441
Si  13.9467  7.0713  31.4679
Si  14.0277  10.1608  31.3607
Si  17.6995  14.1038  31.4903
Si  18.0368  2.5308  27.1115
Si  22.3929  4.6053  28.6752
Si  18.2054  11.1557  30.8855
Si  11.0644  13.9362  32.5452
Si  9.4649  5.8577  33.6971
Si  11.1895  5.8598  31.008
Si  9.4502  9.737  32.881
Si  13.3144  14.3575  33.4034
Si  14.5224  2.8038  33.6794
Si  14.5421  6.7289  33.6994
Si  14.4547  10.5211  33.6502
Si  18.3574  -0.9009  33.6777
Si  17.0052  2.9473  33.6885
Si  17.0024  6.8365  33.7974
Si  16.9033  10.5884  33.6868
Si  20.7633  -0.8812  33.4515
Si  21.7752  2.9375  33.4701
Si  19.2677  6.825  31.7221
Si  20.2939  9.1262  30.0296
Si  10.0602  1.7567  35.1705
Si  9.9269  4.1751  35.2603
Si  9.91  8.1015  34.6225
Si  9.7729  12.3318  34.7885
Si  13.7998  0.8612  34.8599
Si  13.9061  4.7515  34.8844
Si  13.9175  8.6132  34.9563
Si  13.7536  12.4645  34.8005
Si  17.6575  0.99  34.8931
Si  17.5394  4.8371  34.9881
Si  17.4793  8.7329  35.0722
Si  17.6144  12.5256  34.8753
Si  21.4928  0.9546  34.8366
Si  21.5029  4.8553  34.8597
Si  21.4154  8.9158  35.22
Si  21.4044  11.9843  35.0872
Si  8.0929  0.9857  36.3329
Si  8.0089  4.5619  36.5579
Si  8.1384  8.4919  36.1483
Si  7.8383  12.3782  36.1226
Si  11.9462  0.9784  36.3424
Si  11.9587  4.6838  36.3041
Si  11.8321  8.4751  36.0627
Si  11.7792  12.3157  36.1325
Si  15.7179  0.8059  36.2645
Si  15.6892  4.7552  36.426
Si  15.657  8.6413  36.512
Si  15.6619  12.55  36.2465
Si  19.5817  1.0088  36.2666
Si  19.5566  4.7737  36.2335
Si  19.431  8.6508  36.3991
Si  19.4563  12.353  36.3538
Si  7.9607  14.3159  37.5284
Si  8.0507  2.7063  37.9302
Si  7.9743  6.6326  37.6376
Si  7.993  10.4448  37.5333
Si  11.8045  14.295  37.5262
Si  11.9911  2.8233  37.7679
Si  11.866  6.6476  37.587
Si  11.7916  10.4054  37.5168
Si  15.6769  -1.0262  37.7083
Si  15.7036  2.7556  37.6623
Si  15.6764  6.6682  37.7793
Si  15.641  10.6299  37.6992
Si  19.5288  -1.0048  37.5971
Si  19.5512  2.8744  37.6717
Si  19.5152  6.6575  37.6569
Si  19.4334  10.5152  37.8085
Si  9.8928  14.2846  38.9223
Si  10.0352  2.7604  39.1259
Si  9.9275  6.6193  38.9699
Si  9.8984  10.4514  38.9394
Si  13.6985  -1.0634  38.9835
Si  13.8555  2.7792  39.1243
Si  13.7252  6.6524  39.0576
Si  13.6807  10.5028  38.9788
Si  17.6272  -1.0327  39.0244
Si  17.622  2.803  39.0253
Si  17.6229  6.6432  39.0784
Si  17.5204  10.5357  39.1251
Si  6.0745  -1.0772  38.9732
Si  6.0372  2.7373  39.1228
Si  6.0479  6.6115  39.0038
Si  6.0666  10.4166  38.9624
Si  15.4384  1.8973  11.552
Si  15.4083  5.8048  11.5592
Si  15.4053  9.6193  11.58
Si  15.4013  13.4716  11.5972
Si  19.2819  1.9451  11.5895
Si  19.2656  5.795  11.5422
Si  19.2621  9.6369  11.5576
Si  19.2502  13.4945  11.5614
Si  23.1212  1.9599  11.5625
Si  23.1123  5.8065  11.525
Si  23.0928  9.6379  11.5249
Si  23.0974  13.5326  11.5224
Si  11.6382  1.927  11.5246
Si  11.6062  5.7977  11.5229
Si  11.5946  9.5864  11.5411
Si  11.597  13.4991  11.5356
Si  13.538  1.8604  12.9364
Si  13.4885  5.8218  12.9391
Si  13.4815  9.5982  12.9633
Si  13.4684  13.4609  12.9743
Si  17.3397  1.9093  12.9386
Si  17.3394  5.778  12.9007
Si  17.3392  9.5954  12.9231
Si  17.3351  13.4593  12.9465
Si  21.2134  1.9388  12.9621
Si  21.1933  5.8193  12.8917
Si  21.1883  9.638  12.9179
Si  21.1834  13.5317  12.9022
Si  25.0948  2.0041  12.8597
Si  25.0689  5.8109  12.8327
Si  25.0357  9.6384  12.8376
Si  25.0479  13.5691  12.823
Si  13.5098  -0.0381  14.3951
Si  13.5388  3.8377  14.1963
Si  13.4979  7.7102  14.3974
Si  13.3796  11.5209  14.3284
Si  17.3698  -0.0147  14.3272
Si  17.2982  3.8606  14.2543
Si  17.3494  7.6704  14.2949
Si  17.2832  11.5093  14.2822
Si  21.182  0.009  14.3581
Si  21.2487  3.9126  14.2581
Si  21.1422  7.7122  14.2986
Si  21.2065  11.601  14.2171
Si  25.0678  0.099  14.1971
Si  25.1585  3.9244  14.2187
Si  24.9917  7.7063  14.1844
Si  25.0613  11.6149  14.0872
Si  15.4942  -0.0676  15.7438
Si  15.3614  3.8813  15.6436
Si  15.4993  7.6265  15.7364
Si  15.3155  11.4548  15.6321
Si  19.2498  -0.008  15.7745
Si  19.2562  3.8561  15.5209
Si  19.2353  7.6633  15.7116
Si  19.2768  11.5331  15.5348
Si  23.1914  0.0877  15.5985
Si  23.2575  3.9748  15.549
Si  23.0974  7.7491  15.5897
Si  23.2052  11.6668  15.4536
Si  11.4641  0.0265  15.6196
Si  11.7018  3.7916  15.6063
Si  11.4421  7.7271  15.619
Si  11.3952  11.527  15.6521
Si  15.4017  1.9547  16.9774
Si  15.4426  5.7103  17.1881
Si  15.4817  9.5742  17.06
Si  15.5761  13.2943  17.0471
Si  19.2383  2.0294  17.0033
Si  19.1879  5.6664  17.005
Si  19.3613  9.6631  16.9504
Si  19.3074  13.3396  17.0328
Si  23.1463  2.0678  16.8894
Si  23.0926  5.8639  16.9949
Si  23.5903  9.7537  16.7239
Si  23.7786  13.522  16.8089
Si  11.5572  1.8868  17.0783
Si  11.6598  5.7783  16.8706
Si  10.7192  9.6153  16.8914
Si  10.7532  13.496  16.7968
Si  13.5188  1.6202  18.3894
Si  13.4532  6.3918  18.3096
Si  14.0694  8.6969  18.7723
Si  14.0662  14.0491  19.5317
Si  17.2875  2.5796  18.2455
Si  17.9161  6.1313  20.5672
Si  17.4579  10.1952  18.2401
Si  17.4654  12.647  18.3669
Si  21.2114  2.7304  18.0686
Si  21.184  5.1159  18.1105
Si  21.1237  9.6618  18.5092
Si  22.1755  13.6772  18.462
Si  9.6681  2.5965  18.3565
Si  10.0033  5.0182  18.355
Si  11.2217  9.8345  19.166
Si  11.3479  12.9223  19.7838
Si  21.1979  11.9287  20.5841
Si  9.0128  6.6813  23.6421
Si  21.8325  10.842  23.4202
Si  17.3825  5.0749  18.4489
Si  16.9103  13.3173  20.5661
Si  8.6775  3.6626  23.0386
Si  21.6024  0.7535  20.155
Si  16.7695  11.0215  22.8191
Si  16.2862  3.1174  24.8903
Si  16.4445  8.7493  20.7799
Si  13.8211  3.3468  20.9527
Si  16.4948  2.1297  21.1149
Si  19.1631  11.3243  24.8925
Si  24.3866  1.276  21.0732
Si  12.2592  5.8488  20.2812
Si  9.1473  11.7211  25.1897
Si  19.3121  13.8066  26.5236
Si  10.1188  6.2599  26.6073
Si  14.2233  11.573  24.6319
Si  17.1897  7.6441  26.278
Si  12.0665  8.6162  26.6032
Si  11.625  10.1703  23.9226
Si  21.7185  7.6958  23.1635
Si  22.0131  13.561  27.8474
Si  10.9606  8.2248  21.629
Si  20.5991  -0.1276  24.285
Si  10.1465  3.3093  27.6565
Si  16.1184  4.812  27.1699
Si  11.1666  11.2499  30.7416
Si  18.2911  3.8198  22.7453
Si  10.8832  11.3075  27.6338
Si  12.134  -0.0242  24.1013
Si  14.8762  9.3749  26.7542
Si  19.6617  6.8301  25.1811
Si  21.1498  3.002  23.837
Si  23.3296  14.6295  25.411
Si  15.8333  11.1166  29.1235
Si  19.4828  14.346  21.5534
Si  18.292  4.0363  30.9843
Si  10.0132  1.7964  25.0275
Si  20.8596  7.0632  20.2381
Si  10.134  14.6898  21.8755
Si  14.7512  13.9755  28.6564
Si  12.8795  13.5271  26.3512
Si  15.4726  4.7228  29.9572
Si  17.5497  -0.1125  28.6743
Si  14.4661  1.4058  22.9469
Si  19.5762  8.9735  27.0525
Si  0.0456  13.4964  0.707
Si  0.029  1.9362  0.665
Si  0.0336  5.775  0.6603
Si  0.0305  9.5779  0.6963
Si  3.8697  13.4609  0.7341
Si  3.8744  1.9051  0.7193
Si  3.8706  5.791  0.6915
Si  3.864  9.5623  0.6918
Si  7.7577  13.4918  0.7019
Si  7.7571  1.898  0.7057
Si  7.7497  5.7925  0.6887
Si  7.7524  9.5973  0.6942
Si  26.9279  13.5433  0.7023
Si  26.9526  1.9666  0.6516
Si  26.9657  5.8528  0.6651
Si  26.9516  9.6166  0.6679
Si  15.4361  13.4896  0.553
Si  15.4792  1.8977  0.6163
Si  15.4765  5.8355  0.6356
Si  15.4383  9.6531  0.574
Si  19.2289  13.5247  0.5997
Si  19.2858  1.936  0.6445
Si  19.3036  5.8424  0.6628
Si  19.2614  9.7023  0.6156
Si  23.1176  13.5741  0.6768
Si  23.148  1.9907  0.6313
Si  23.1329  5.8252  0.6521
Si  23.1039  9.6836  0.6655
Si  11.6063  13.474  0.5602
Si  11.5775  1.9059  0.6579
Si  11.5833  5.813  0.642
Si  11.5875  9.6394  0.609
Si  1.9518  13.4881  2.0817
Si  1.9419  1.9302  2.0505
Si  1.9475  5.7809  2.0408
Si  1.9514  9.6016  2.0568
Si  5.8204  13.4831  2.0538
Si  5.8167  1.9063  2.052
Si  5.8111  5.8  2.036
Si  5.8084  9.5848  2.0352
Si  9.71  13.4719  1.9998
Si  9.6793  1.908  2.0495
Si  9.6778  5.7961  2.0315
Si  9.6879  9.6268  2.0197
Si  28.8757  13.5073  2.0384
Si  28.8774  1.9525  2.0204
Si  28.8883  5.8103  2.0271
Si  28.8725  9.6223  2.0385
Si  17.3274  13.5091  1.9731
Si  17.3712  1.928  2.0106
Si  17.3766  5.8235  2.0145
Si  17.3418  9.6706  1.9745
Si  21.1606  13.5355  1.9859
Si  21.2154  1.9556  1.9962
Si  21.2159  5.839  2.0248
Si  21.1745  9.6694  2.0074
Si  25.0197  13.5357  2.0619
Si  25.044  1.9715  2.0271
Si  25.0442  5.8302  2.0259
Si  25.0275  9.6499  2.0291
Si  13.519  13.4834  1.9418
Si  13.5365  1.9267  1.9728
Si  13.5298  5.8075  1.9777
Si  13.521  9.6349  1.9592
Si  1.954  0.0233  3.4265
Si  1.9555  3.8605  3.397
Si  1.9543  7.6927  3.4169
Si  1.9542  11.542  3.4015
Si  5.8124  0.0032  3.429
Si  5.8134  3.8576  3.3807
Si  5.8151  7.6951  3.4247
Si  5.8137  11.534  3.3786
Si  9.6845  -0.0126  3.3954
Si  9.6779  3.8578  3.3771
Si  9.6801  7.7122  3.3922
Si  9.681  11.5545  3.3705
Si  28.8854  0.039  3.4014
Si  28.8862  3.8791  3.3815
Si  28.8846  7.7159  3.4118
Si  28.8814  11.5673  3.3811
Si  17.3545  0.017  3.373
Si  17.3565  3.8758  3.349
Si  17.3615  7.7517  3.3592
Si  17.3418  11.5861  3.3421
Si  21.191  0.0476  3.3793
Si  21.1975  3.8888  3.358
Si  21.1936  7.7542  3.3882
Si  21.1864  11.6035  3.353
Si  25.0346  0.064  3.4137
Si  25.0488  3.8992  3.3806
Si  25.0274  7.7388  3.4021
Si  25.0382  11.5833  3.3836
Si  13.5215  0.0061  3.3403
Si  13.5257  3.8656  3.3291
Si  13.5213  7.7229  3.3493
Si  13.5162  11.5635  3.3233
Si  0.03  0.028  4.7736
Si  0.0344  3.8738  4.7525
Si  0.0347  7.7166  4.7728
Si  0.0299  11.562  4.7519
Si  3.8808  0.0163  4.7785
Si  3.8863  3.8606  4.7484
Si  3.8806  7.7018  4.771
Si  3.8887  11.5487  4.7487
Si  7.7549  -0.0006  4.7581
Si  7.7448  3.859  4.7346
Si  7.7544  7.7064  4.7571
Si  7.7462  11.5496  4.7307
Si  26.9651  0.0444  4.764
Si  26.9679  3.8883  4.7476
Si  26.9561  7.7286  4.7611
Si  26.9612  11.5789  4.7459
Si  15.4297  0.0148  4.7249
Si  15.437  3.8704  4.7111
Si  15.4388  7.7277  4.7204
Si  15.4268  11.5698  4.7094
Si  19.2696  0.0336  4.7414
Si  19.2721  3.8804  4.722
Si  19.2674  7.7395  4.7415
Si  19.2631  11.5851  4.7162
Si  23.1062  0.0456  4.7572
Si  23.1159  3.8908  4.7324
Si  23.1088  7.7433  4.7597
Si  23.1051  11.5896  4.7317
Si  11.6141  0.0053  4.7346
Si  11.6119  3.8598  4.7159
Si  11.6095  7.7122  4.7343
Si  11.608  11.5544  4.7173
Si  0.0403  13.4819  6.1196
Si  0.0451  1.9578  6.1207
Si  0.0433  5.7913  6.1226
Si  0.0402  9.6486  6.1204
Si  3.8812  13.4686  6.1196
Si  3.8802  1.9478  6.1236
Si  3.8774  5.7773  6.1216
Si  3.8825  9.6345  6.1199
Si  7.7409  13.4624  6.1122
Si  7.7476  1.9377  6.1013
Si  7.746  5.776  6.1065
Si  7.7449  9.6365  6.1058
Si  26.9648  13.4983  6.114
Si  26.969  1.9715  6.1165
Si  26.9655  5.8038  6.1193
Si  26.9632  9.66  6.1123
Si  15.4321  13.4799  6.0907
Si  15.4355  1.9464  6.0777
Si  15.4435  5.794  6.0756
Si  15.4313  9.6509  6.0827
Si  19.2693  13.4938  6.0985
Si  19.2618  1.962  6.0957
Si  19.2654  5.8018  6.0909
Si  19.2644  9.6668  6.0942
Si  23.1134  13.5028  6.1097
Si  23.1121  1.9742  6.1077
Si  23.113  5.8068  6.1062
Si  23.1079  9.6731  6.1061
Si  11.601  13.4676  6.094
Si  11.6046  1.9391  6.0845
Si  11.6051  5.7794  6.0847
Si  11.599  9.6383  6.0912
Si  1.9619  13.4755  7.491
Si  1.9602  1.954  7.4976
Si  1.9592  5.7894  7.498
Si  1.9614  9.6483  7.4888
Si  5.8098  13.475  7.4699
Si  5.8153  1.941  7.4593
Si  5.8105  5.7862  7.46
Si  5.8151  9.6363  7.4649
Si  9.675  13.4634  7.4597
Si  9.6799  1.9431  7.4502
Si  9.6807  5.7715  7.4514
Si  9.6736  9.6369  7.4566
Si  28.892  13.4895  7.474
Si  28.8985  1.97  7.4715
Si  28.897  5.8037  7.4753
Si  28.8911  9.6612  7.4712
Si  17.349  13.4828  7.4653
Si  17.3417  1.9491  7.4648
Si  17.3488  5.791  7.465
Si  17.3436  9.6528  7.4615
Si  21.1866  13.5001  7.4677
Si  21.1819  1.9621  7.4584
Si  21.1837  5.8008  7.4579
Si  21.1824  9.6623  7.462
Si  25.039  13.4997  7.4723
Si  25.0409  1.974  7.468
Si  25.0381  5.8029  7.473
Si  25.0343  9.6701  7.4649
Si  13.517  13.4661  7.4605
Si  13.524  1.9397  7.4486
Si  13.5284  5.783  7.4428
Si  13.5173  9.6434  7.4548
Si  1.9617  0.0178  8.8469
Si  1.9576  3.8734  8.8751
Si  1.9573  7.7263  8.8492
Si  1.9627  11.5607  8.8713
Si  5.8032  0.0203  8.82
Si  5.8073  3.8649  8.8165
Si  5.8045  7.7104  8.8188
Si  5.8081  11.5548  8.8323
Si  9.6769  0.0136  8.801
Si  9.6815  3.8571  8.8298
Si  9.6697  7.7023  8.7996
Si  9.6715  11.5481  8.8387
Si  28.9039  0.0387  8.8117
Si  28.9143  3.8861  8.8395
Si  28.9055  7.7366  8.8191
Si  28.898  11.574  8.8464
Si  17.3483  0.0192  8.8266
Si  17.3429  3.8671  8.8403
Si  17.3444  7.7235  8.8201
Si  17.3371  11.5653  8.843
Si  21.1797  0.0421  8.824
Si  21.1825  3.8779  8.8234
Si  21.1818  7.7281  8.8104
Si  21.1815  11.5789  8.831
Si  25.0427  0.0459  8.819
Si  25.0474  3.8856  8.8487
Si  25.0391  7.7407  8.8131
Si  25.04  11.5812  8.8449
Si  13.5241  0.0106  8.8031
Si  13.5327  3.8623  8.8091
Si  13.5216  7.709  8.796
Si  13.5108  11.5519  8.8379
Si  0.0295  0.0187  10.2016
Si  0.0338  3.8813  10.2497
Si  0.0311  7.7448  10.2133
Si  0.0339  11.5665  10.2367
Si  3.8884  0.0264  10.2049
Si  3.9035  3.8729  10.2096
Si  3.8878  7.7299  10.1988
Si  3.9011  11.5573  10.222
Si  7.7432  0.029  10.1468
Si  7.7293  3.866  10.1632
Si  7.7395  7.6903  10.1524
Si  7.7301  11.5531  10.1842
Si  26.9854  0.0505  10.1566
Si  26.9985  3.8954  10.1895
Si  26.9789  7.7516  10.1534
Si  26.9754  11.5789  10.2014
Si  15.4262  -0.0121  10.1899
Si  15.4231  3.8561  10.2154
Si  15.4199  7.7158  10.1849
Si  15.4184  11.5517  10.2229
Si  19.2627  0.0348  10.2019
Si  19.2702  3.8607  10.2007
Si  19.2659  7.7211  10.1829
Si  19.2629  11.5677  10.2017
Si  23.1117  0.0595  10.1685
Si  23.1016  3.875  10.1866
Si  23.1088  7.7253  10.1608
Si  23.101  11.5832  10.1916
Si  11.606  0.0157  10.156
Si  11.625  3.861  10.1778
Si  11.6007  7.7003  10.1465
Si  11.5942  11.5436  10.2096
O  23.3535  0.0429  30.7823
O  6.6479  -0.7338  32.7799
O  20.7959  2.7679  32.1748
O  24.9002  4.9139  31.8182
O  21.1402  4.8349  27.6891
O  -3.679  6.9568  26.6283
O  21.7754  9.1081  30.6447
O  0.6585  6.8558  28.5873
O  -3.3712  14.1864  33.4303
O  25.441  14.1632  31.7649
O  25.5667  2.4158  31.7359
O  -3.0983  2.38  30.1753
O  25.4895  6.5113  29.8513
O  -3.3325  5.668  31.4463
O  24.0264  9.3183  31.9725
O  -2.2995  8.04  31.1406
O  -0.8708  13.8714  32.6618
O  0.3228  -0.7331  30.3805
O  -1.6615  2.7875  32.3483
O  -2.3879  10.3312  32.4917
O  0.1314  10.4867  33.2498
O  1.8195  14.1773  32.3685
O  4.1616  14.3188  33.4138
O  2.0689  2.7291  32.2297
O  0.9175  1.717  27.9839
O  2.561  10.5246  32.3412
O  3.9184  9.4727  30.3844
O  25.2147  0.1423  33.9727
O  25.2191  12.7888  33.9191
O  25.695  7.3373  32.4019
O  5.7359  12.2589  33.2685
O  5.5422  6.3838  33.5338
O  4.9683  8.8987  33.2672
O  6.9313  8.5246  35.0224
O  5.3183  10.122  17.6781
O  5.4374  13.2066  17.9003
O  7.7869  9.9184  18.3839
O  -2.4919  9.7078  19.2386
O  -2.1817  13.1485  19.4242
O  21.1206  1.2287  30.0354
O  6.6496  3.0159  29.9493
O  23.2107  7.1729  33.2394
O  4.6498  8.0931  25.8767
O  5.0419  9.5631  27.986
O  2.8324  8.1952  27.7741
O  24.6322  13.5092  29.4533
O  25.4927  3.109  29.1375
O  2.3903  -0.329  27.1368
O  24.4294  5.1206  22.727
O  23.9415  8.5544  29.4001
O  -1.9632  13.3066  30.3371
O  -0.2388  12.1044  28.7573
O  -1.8978  0.3846  31.2785
O  -0.4882  2.2296  30.0801
O  -1.0096  10.1039  30.2503
O  -3.6936  9.3209  27.7794
O  2.6401  0.6416  30.6779
O  2.6882  13.5016  29.9623
O  -0.0945  -0.0649  26.2598
O  -0.0238  10.3324  25.3738
O  1.5712  10.5802  29.8763
O  -1.6334  0.2863  18.979
O  26.2981  5.8293  19.9822
O  1.7037  12.4027  21.5198
O  -0.289  8.787  20.1684
O  0.1789  14.1889  20.2511
O  5.0893  11.5399  24.5755
O  -1.8304  2.6199  22.0814
O  2.1784  5.6587  19.7346
O  3.3353  12.837  26.0676
O  6.6703  11.8727  22.4115
O  4.4556  14.3582  23.1068
O  6.8652  -0.2222  18.8977
O  5.9511  5.5918  19.8347
O  7.6304  1.4271  20.7482
O  6.018  8.1141  19.111
O  5.9  10.5433  20.2383
O  -1.71  14.0932  27.877
O  7.1833  12.758  19.8815
O  4.806  12.9503  20.9227
O  25.2177  3.7772  18.787
O  26.4551  11.5156  19.5355
O  25.9657  9.0338  20.3366
O  -0.0214  12.0092  23.4122
O  26.3711  13.8638  20.5798
O  4.6225  -0.3326  25.7104
O  2.9399  5.4346  22.1973
O  -2.6142  -0.6761  25.5449
O  -0.2305  2.771  24.2175
O  2.136  9.6845  19.7746
O  2.5429  11.4887  23.8735
O  24.587  6.9944  27.3913
O  4.1072  7.2486  20.6675
O  5.2373  0.2357  20.8943
O  10.1654  0.7152  21.0868
O  22.4341  3.3477  22.9349
O  6.141  9.5144  23.3156
O  24.7359  2.9986  24.2523
O  27.7734  7.4289  21.3698
O  1.089  9.9766  22.1885
O  4.6349  11.7312  29.3355
O  1.5084  1.7019  19.5142
O  8.9476  0.5836  24.8585
O  23.2763  11.297  23.9646
O  26.8483  9.1404  25.1708
O  23.1056  7.1429  23.7435
O  5.0708  7.1215  23.5283
O  22.838  0.8063  21.1793
O  1.6989  5.7126  30.725
O  7.1898  3.1087  23.2542
O  25.4112  11.224  28.4176
O  24.8514  13.0654  22.6078
O  -1.999  2.9056  19.438
O  6.6157  7.5561  21.5416
O  25.3495  2.1925  26.6643
O  -1.6168  0.5801  23.5655
O  -1.6614  8.5215  26.3183
O  23.5413  11.0927  30.1973
O  0.835  7.9169  26.1467
O  2.6918  2.954  21.3379
O  27.0296  9.6647  22.6354
O  26.6782  1.2163  24.5389
O  25.8588  11.3873  24.3268
O  -0.8356  12.806  25.7589
O  8.6772  3.3695  28.3213
O  19.2816  5.2383  31.4377
O  6.7935  14.4671  24.414
O  10.7199  5.4159  19.8243
O  25.2524  6.2872  24.9169
O  4.7364  3.6509  22.8834
O  14.3518  8.5908  31.0797
O  3.2801  10.2709  26.1059
O  8.9042  6.7248  27.5894
O  5.4374  1.2334  23.718
O  7.968  5.5608  33.0809
O  24.3013  13.3602  25.1707
O  17.4074  11.0559  29.4759
O  2.8024  14.6537  20.9878
O  11.185  12.6363  31.5789
O  21.0598  -0.6665  31.8597
O  5.8151  4.2408  32.0519
O  10.441  5.9775  32.4141
O  6.2383  4.1566  27.6979
O  11.3823  7.2022  26.9155
O  6.5048  9.975  30.1261
O  10.3137  10.137  31.559
O  10.3234  -0.2731  31.6845
O  12.7059  1.9478  30.8335
O  12.3976  6.9161  31.0109
O  8.0155  9.3296  32.2128
O  8.164  1.3041  32.4061
O  16.0948  13.8184  31.5751
O  17.6623  3.1465  32.1899
O  19.2692  3.0927  30.1003
O  17.8105  7.1148  32.3792
O  13.0499  4.7371  21.1754
O  17.4425  10.468  32.1401
O  10.4378  1.3925  33.6166
O  9.4097  11.0628  33.8195
O  21.4199  13.0462  33.8348
O  18.084  10.896  23.7603
O  21.4357  10.437  34.5115
O  14.2988  13.3154  18.1013
O  20.7567  13.2251  17.8072
O  24.1849  6.1042  18.2332
O  22.6603  10.0044  18.0747
O  12.8146  9.5898  19.2617
O  11.1998  13.6639  18.3595
O  12.8528  13.2801  20.2814
O  21.6247  14.1524  29.3019
O  5.6317  1.5783  31.9137
O  21.8858  3.7412  29.9441
O  6.2299  7.6409  31.3069
O  20.398  7.8236  26.2414
O  18.1205  8.3452  27.4081
O  -2.8141  11.7511  28.3348
O  10.1416  2.3102  31.1152
O  20.5098  7.1224  32.7034
O  18.3124  14.2301  27.7068
O  8.6626  5.2589  22.9916
O  19.5831  2.857  26.8093
O  14.0068  14.1033  30.1004
O  15.3848  12.5011  28.4238
O  3.7175  4.3796  26.9155
O  14.8911  3.3419  30.5201
O  15.1121  11.0315  30.5556
O  11.4452  9.7986  27.5117
O  18.0013  -0.2993  30.2257
O  23.4785  3.8166  27.7705
O  17.903  1.3796  28.2103
O  14.3652  10.6152  25.9034
O  13.6959  0.2189  19.2339
O  7.6964  11.1298  24.7595
O  16.9586  12.0746  21.6076
O  14.9788  8.6872  20.1227
O  15.3959  13.914  20.4447
O  20.6128  11.5587  24.2008
O  15.6165  0.9808  21.8641
O  18.6333  12.7011  25.5609
O  21.8389  11.2468  21.8694
O  19.7487  14.5171  23.1286
O  21.2803  2.2455  19.6446
O  22.027  -0.1391  18.869
O  21.3201  5.6161  19.6831
O  4.5327  14.0344  28.2026
O  21.1866  8.1657  19.1126
O  20.6565  10.7467  19.6242
O  13.6408  14.2941  27.5416
O  22.3361  12.804  19.8276
O  24.9237  1.2458  19.5447
O  19.9767  12.8964  21.0179
O  11.0017  11.3649  19.6312
O  10.4357  8.8431  20.2073
O  15.5193  11.5273  23.6998
O  10.269  13.493  20.823
O  19.7417  -0.2736  25.6563
O  18.1633  5.0513  21.7307
O  11.9901  14.5636  25.4981
O  5.543  3.1455  25.3902
O  17.4587  9.4629  19.7243
O  0.5247  1.4426  22.0715
O  17.912  14.4531  21.1834
O  19.263  7.0196  20.4232
O  20.2825  0.142  20.8154
O  24.5889  2.7695  21.6275
O  1.6543  8.3197  31.1847
O  21.6138  9.2539  23.5454
O  9.5317  3.1502  24.3036
O  3.7822  6.9507  31.754
O  16.5545  6.3158  26.8852
O  17.264  4.0283  23.975
O  12.104  7.1349  21.2649
O  11.357  14.5858  22.9235
O  4.0198  2.9589  30.4855
O  10.2898  11.0244  24.2679
O  17.0402  1.7303  19.6522
O  24.1405  0.5738  25.0445
O  10.6441  11.5468  29.2277
O  16.006  8.644  25.8712
O  11.8609  9.0262  25.0473
O  7.6642  7.5089  23.9532
O  20.4763  6.8783  23.7997
O  15.9536  -0.3398  28.5548
O  22.9699  6.0268  29.2077
O  17.0708  4.7148  30.1871
O  17.2203  2.1098  25.7657
O  15.0853  4.8092  28.3982
O  25.73  0.5628  29.8525
O  9.0999  13.3231  24.9725
O  15.4669  3.4235  20.9789
O  13.3717  2.8099  19.4975
O  15.471  4.1225  25.8635
O  16.8145  7.2023  21.0628
O  21.6484  7.462  21.5732
O  9.841  7.5184  22.5428
O  10.1909  2.1119  26.5896
O  13.6726  0.1898  23.6325
O  25.8329  4.7112  27.0049
O  13.6199  8.3985  26.9888
O  22.9554  12.2487  27.9597
O  5.0863  13.6557  30.962
O  15.4573  9.8823  28.1664
O  17.8024  2.4742  21.9899
O  12.8931  11.1608  23.821
O  11.4268  1.4029  24.3553
O  2.3203  3.4375  23.8026
O  -3.6685  10.1432  30.2339
O  18.4779  12.7101  31.1977
O  13.9955  13.0209  25.291
O  19.538  5.3276  25.7475
O  22.808  -0.7245  26.9493
O  11.5323  9.463  22.4831
O  19.6038  10.4091  30.7041
O  0.1683  3.6401  20.744
O  11.9593  12.3532  26.9934
O  1.2369  4.2718  25.9186
O  23.2773  3.0205  32.8249
O  19.8186  3.6729  23.2124
O  15.0136  0.8288  31.3591
O  3.1565  6.0283  24.9959
O  10.1724  6.1563  29.7992
O  20.8657  1.4189  23.9414
O  14.8602  6.0177  30.6679
O  9.5133  11.4412  26.7559
O  5.6555  5.718  25.6966
O  1.6664  7.6044  21.4145
O  17.3971  3.9253  27.6099
O  -2.3336  11.1143  24.3493
O  11.2305  2.9378  28.7962
O  1.7341  1.6497  25.5456
O  19.4959  7.761  30.4199
O  13.3986  2.3281  22.1372
O  10.4888  4.7198  26.9405
O  0.5791  4.2559  28.8755
O  18.1306  7.348  24.987
O  25.4074  7.5751  22.5551
O  7.6344  5.4675  29.5168
O  8.733  14.5407  22.6629
O  0.0995  9.6531  27.915
O  12.6343  10.6052  30.6783
O  27.1096  14.3658  23.1356
O  16.4603  9.574  22.1641
O  11.8071  4.3754  30.8947
O  22.0337  14.5164  24.4396
O  9.754  6.4517  25.0517
O  9.3152  3.1401  21.6484
O  8.3189  8.0325  29.8545
O  25.1944  0.2596  22.0077
O  20.644  13.1213  27.1306
O  15.2069  2.2749  24.0748
O  -2.1604  4.9591  21.125
O  19.3466  10.236  26.0719
O  21.4832  3.6406  25.2901
O  10.0509  13.6096  33.7936
O  20.3385  9.3185  28.4231
O  -0.9177  5.8627  30.4568

Results
total energy: -217296.850 eV
total energy less fixed offsets of O -438.35, Si -107.03 eV per atom: -4.170 eV

Forces (eV/angstrom), in the order of the atoms: element, x, y, z
Si  0.0139  -0.052  0.1311
Si  -0.0049  0.0169  0.1068
Si  -0.0002  -0.0223  0.084
Si  -0.1029  -0.0111  0.6495
Si  -0.0448  0.0082  0.0733
Si  -0.0651  -0.0891  0.1817
Si  -0.0172  0.024  0.0588
Si  0.0282  -0.0315  0.0091
Si  0.1507  0.0083  0.044
Si  0.0852  0.042  0.1459
Si  0.3706  0.0202  0.6118
Si  0.0299  -0.0532  0.0647
Si  0.0326  0.1255  0.0499
Si  0.6367  0.042  0.3907
Si  0.0271  0.0996  0.0602
Si  -0.0934  -0.0364  0.0709
Si  -0.0628  0.0413  0.2764
Si  0.3088  0.0466  0.6388
Si  0.0739  0.0503  0.0745
Si  0.1771  0.238  0.6017
Si  0.1745  0.0938  0.738
Si  0.3415  -0.0703  0.6383
Si  -0.0544  0.0114  0.0032
Si  -0.1249  -0.1012  0.7296
Si  -0.2704  0.0685  0.736
Si  -0.2501  0.0039  0.6693
Si  0.0335  -0.0094  -0.016
Si  0.1326  -0.0998  0.7439
Si  -0.1172  -0.1585  -0.0107
Si  -0.02  -0.4589  0.4761
Si  -0.2728  -0.0785  0.6641
Si  -0.0311  -0.0568  0.0793
Si  0.0509  0.359  0.425
Si  -0.0263  -0.0855  0.0546
Si  0.0065  0.0509  0.015
Si  0.1212  -0.3884  0.3914
Si  -0.0088  -0.0003  -0.0577
Si  0.0409  -0.0434  -0.0449
Si  -0.0216  -0.0073  -0.0749
Si  0.0181  0.0471  -0.0218
Si  0.0334  -0.0014  -0.0525
Si  -0.0306  -0.0404  -0.036
Si  -0.0126  0.0306  -0.065
Si  0.02  0.0311  -0.0548
Si  0.0128  -0.0122  -0.019
Si  0.053  0.009  -0.004
Si  -0.2632  0.4031  0.4042
Si  -0.0252  -0.1873  0.468
Si  0.0426  -0.0071  0.0571
Si  0.0185  0.0549  0.074
Si  0.0282  -0.0335  -0.0013
Si  -0.0069  0.0129  -0.0158
Si  -0.0035  -0.0434  0.0075
Si  -0.03  0.0751  0.0196
Si  -0.0661  -0.0119  0.0201
Si  -0.0766  0.046  0.024
Si  0.0148  -0.0155  -0.005
Si  0.0157  -0.0006  -0.0512
Si  0.0089  0  -0.0282
Si  0.0004  -0.0065  0.0355
Si  -0.0015  -0.0393  0.0013
Si  0.0093  0.04  0.007
Si  -0.0118  -0.0403  0.0547
Si  0.0454  0.0682  0.0492
Si  0.0293  -0.0025  0.0056
Si  0.0289  0.0241  -0.0368
Si  0.011  -0.0153  -0.0943
Si  0.0254  -0.0373  0.022
Si  -0.0481  -0.0091  -0.0152
Si  -0.0178  -0.0011  -0.0127
Si  -0.0023  -0.007  -0.0743
Si  -0.0166  -0.0319  -0.0093
Si  -0.0318  0.0041  0.0034
Si  -0.0044  -0.0155  -0.0065
Si  0.0025  -0.0019  -0.0064
Si  0.0025  0.0307  -0.0136
Si  -0.0075  0.0077  -0.0396
Si  0.0223  -0.0034  -0.0365
Si  0.0442  -0.0094  -0.018
Si  0.0248  -0.0069  0.0048
Si  0.0007  -0.0079  0.032
Si  -0.0142  0.0099  0.0064
Si  0.0097  0.0202  0.0465
Si  -0.0135  0.0145  0.0079
Si  -0.006  0.0106  0.003
Si  0.0339  -0.0274  0.0489
Si  -0.0428  -0.002  0.0026
Si  0.0129  0.0063  0.0301
Si  0.0376  0.0051  0.0002
Si  -0.0511  0.002  0.0616
Si  0.0107  0.0141  0.0083
Si  -0.0147  -0.0095  0.0513
Si  -0.0185  -0.0167  0.006
Si  -0.0108  -0.0308  0.0432
Si  -0.0009  -0.0095  -0.0058
Si  0.0031  -0.002  0.0217
Si  -0.0033  0.0053  -0.0057
Si  -0.005  -0.0071  -0.0057
Si  -0.0035  0.0066  -0.0189
Si  -0.012  -0.0127  -0.0258
Si  -0.0035  0.0394  -0.0175
Si  -0.0062  -0.0127  -0.0281
Si  0.0231  0.0053  -0.0034
Si  0.0061  -0.0092  -0.0064
Si  -0.0151  0.0094  -0.0283
Si  -0.0077  -0.0238  -0.014
Si  0.0113  0.042  -0.0249
Si  -0.0028  -0.0326  -0.0193
Si  0.0012  -0.0023  -0.0115
Si  -0.0001  0.0101  -0.0264
Si  0.0086  0.0164  -0.0218
Si  0.0175  -0.0183  -0.0252
Si  0.0171  -0.0045  0.0274
Si  0.0029  0.0023  0.0227
Si  -0.036  -0.0018  0.0182
Si  -0.0098  -0.0201  -0.0138
Si  0.0248  -0.03  -0.0065
Si  -0.0021  0.0159  -0.0086
Si  -0.0371  0.0195  0.0322
Si  -0.0136  0.0201  0.0231
Si  0.0261  -0.0289  0.0237
Si  0.0062  0.0061  0.0456
Si  -0.0018  -0.0154  0.0141
Si  -0.0031  0.0355  0.0251
Si  -0.0097  0.0216  -0.0193
Si  0.0126  0.001  -0.0032
Si  0.0001  -0.0084  -0.0132
Si  0.0064  0.0052  -0.0017
Si  -0.0121  0.0293  0.0313
Si  -0.0209  -0.0101  -0.0573
Si  -0.0132  -0.0122  0.0498
Si  -0.0238  0.004  -0.0035
Si  0.0061  0.04  -0.0129
Si  0.0021  0.0077  -0.0148
Si  0.0472  -0.014  -0.0056
Si  -0.0275  -0.0447  0.011
Si  -0.0232  0.0223  -0.0316
Si  0.0007  0.021  -0.0201
Si  -0.0315  0.0323  -0.0362
Si  0.0098  -0.0335  -0.0524
Si  -0.0042  -0.046  -0.026
Si  -0.0016  0.0064  0.0012
Si  0.0067  0.0685  -0.0006
Si  -0.0133  -0.0047  -0.019
Si  0.009  0.0032  0.0001
Si  -0.0059  0.0238  0.0153
Si  -0.0744  0.0463  0.054
Si  -0.0003  -0.0058  0.0536
Si  0.0193  -0.0466  0.0431
Si  -0.0031  -0.016  -0.0147
Si  -0.0049  -0.0121  0.0247
Si  -0.0498  0.0097  0.0369
Si  0.0045  -0.0732  -0.0045
Si  0.0097  -0.0217  0.0449
Si  0.0119  0.0208  0.0356
Si  -0.0057  0.0124  0.0308
Si  0.0344  0.0023  0.0309
Si  0.0211  -0.0406  0.0258
Si  0.0006  0.0233  0.0422
Si  0.0408  -0.0252  0.0368
Si  -0.0192  -0.0388  0.0099
Si  0.0154  -0.0758  -0.0235
Si  0.0757  0.0122  -0.0734
Si  0.0262  0.0754  0.0122
Si  -0.0303  -0.0378  0.053
Si  0.01  0.037  0.1028
Si  -0.5368  -0.2045  -0.2544
Si  -0.4411  0.1672  -0.2924
Si  -0.0335  -0.0437  0.0038
Si  0.048  0.0639  0.0611
Si  0.1604  -0.1236  -0.5214
Si  0.0531  0.0103  -0.005
Si  0.0285  0.024  0.0108
Si  -0.0324  -0.0689  -0.051
Si  -0.0513  -0.0429  -0.0442
Si  -0.0213  0.0192  0.0287
Si  0.0531  0.1116  -0.7176
Si  0.0959  0.0591  -0.018
Si  0.1277  -0.2955  -0.7678
Si  0.3591  -0.1939  -0.5981
Si  0.2187  0.3218  -0.448
Si  -0.0059  -0.1421  -0.1972
Si  -0.0375  0.3358  -0.6157
Si  -0.0329  -0.1355  -0.0538
Si  0.0259  -0.0304  0.0019
Si  -0.0391  -0.2125  -0.6315
Si  0.1303  0.1348  -0.0072
Si  0.3242  -0.1787  -0.4195
Si  -0.004  -0.1842  -0.7477
Si  0.4352  0.1466  -0.5293
Si  -0.3359  -0.1137  -0.6686
Si  -0.1835  0.1677  -0.7004
Si  0.0148  -0.0366  -0.0767
Si  0.0503  0.0788  -0.0334
Si  -0.026  0.0249  -0.0822
Si  -0.0101  -0.3468  -0.7427
Si  -0.0731  -0.0719  -0.637
Si  -0.0494  -0.0615  0.0258
Si  -0.3744  0.4552  -0.3764
Si  0.068  -0.0182  -0.033
Si  -0.115  0.0439  0.0536
Si  0.0838  0.1351  -0.2491
Si  0.1419  -0.0774  -0.1635
Si  -0.0879  -0.0965  -0.0034
Si  0.0805  -0.0944  -0.0583
Si  0.0449  0.1426  -0.6702
Si  0.1222  0.0551  -0.6331
Si  -0.0354  0.0153  -0.1721
Si  0.0432  -0.0279  0.0121
Si  -0.1421  0.0155  0.0279
Si  -0.0881  -0.0717  0.0136
Si  0.1861  -0.6357  -0.144
Si  0.0073  0.1567  -0.0139
Si  0.0809  -0.0978  -0.0364
Si  0.0253  -0.0088  -0.0732
Si  -0.0408  0.1437  0.1811
Si  -0.0136  -0.0133  -0.0569
Si  -0.0462  0.0032  -0.0283
Si  -0.0192  -0.0193  0.0331
Si  -0.0801  -0.0182  0.1204
Si  0.0839  0.0498  0.1335
Si  -0.0725  -0.0101  -0.0882
Si  0.0646  0.0289  0.1406
Si  -0.0478  0.1061  -0.1434
Si  0.0143  0.0414  0.0193
Si  -0.1629  -0.07  0.0431
Si  -0.0401  0.0813  0.1628
Si  -0.0191  0.0732  -0.0095
Si  -0.0495  -0.0303  0.0815
Si  0.102  0.051  -0.0602
Si  -0.51  0.1768  -0.3562
Si  0.0881  -0.0072  -0.0215
Si  -0.0171  -0.1555  -0.0358
Si  0.0677  -0.1296  -0.1968
Si  -0.0434  -0.0785  0.1253
Si  0.1432  0.0033  -0.064
Si  -0.153  0.3752  0.3831
Si  -0.0147  0.0636  0.0766
Si  0.1686  0.0333  -0.0613
Si  -0.1434  -0.0404  0.0457
Si  -0.0763  0.2506  0.6581
Si  -0.0298  0.047  0.1475
Si  -0.034  -0.0081  0.0682
Si  -0.0778  0.1169  0.1841
Si  0.0129  -0.1033  0.0093
Si  -0.0372  -0.0432  0.0769
Si  -0.1636  0.0648  0.0124
Si  0.0529  -0.0034  0.0569
Si  -0.5108  -0.0572  0.547
Si  0.0213  0.242  0.7217
Si  0.0911  -0.1452  0.7904
Si  0.0487  0.0455  0.8137
Si  0.2373  0.297  0.5226
Si  -0.1852  -0.0204  -0.0918
Si  0.0919  0.0027  0.0815
Si  -0.2473  -0.0437  0.1386
Si  0.6719  0.1963  0.2732
Si  0.1396  0.0021  0.6256
Si  -0.081  -0.0396  -0.0608
Si  0.2568  -0.4788  0.4007
Si  -0.1448  -0.036  -0.0756
Si  0.0527  -0.0199  0.069
Si  0.0297  -0.0383  0.0274
Si  0.0331  -0.0071  -0.0076
Si  0.0275  0.0265  0.0017
Si  -0.3713  -0.0802  0.5793
Si  -0.329  -0.1226  0.5661
Si  -0.2594  0.0926  0.586
Si  -0.3361  0.3391  0.4961
Si  -0.2314  0.0291  0.7974
Si  -0.1582  0.0388  0.0749
Si  -0.1018  -0.1339  0.0271
Si  -0.2133  0.1283  0.6481
Si  -0.0056  0.0002  0.0028
Si  0.0514  -0.0436  0.0534
Si  0.1281  0.036  0.7785
Si  -0.0592  0.0568  -0.0422
Si  -0.0514  0.0383  -0.0848
Si  -0.0151  -0.0113  -0.0179
Si  -0.0133  -0.0605  -0.0418
Si  -0.0261  0.0244  -0.027
Si  -0.0076  0.055  -0.0638
Si  -0.0086  -0.0164  -0.0244
Si  -0.0198  -0.0036  0.0037
Si  -0.002  0.0395  -0.0912
Si  -0.0051  0.0874  0.0115
Si  0.0272  -0.5112  0.1787
Si  -0.0184  0.202  0.7152
Si  0.0678  -0.0337  -0.0361
Si  0.0221  0.0278  0.0713
Si  0.4556  -0.0301  0.3747
Si  -0.0444  0.0102  0.0439
Si  -0.0542  -0.031  -0.0455
Si  0.0086  0.0335  0.0318
Si  -0.0253  0.0113  0.016
Si  -0.0401  0.0365  0.0075
Si  -0.0228  -0.0071  -0.0069
Si  -0.0315  0.0189  -0.0201
Si  -0.0182  0.0194  -0.0444
Si  -0.0226  -0.0232  -0.0028
Si  0.0085  -0.0781  0.0034
Si  -0.0097  -0.0277  0.0499
Si  -0.0021  -0.0098  0.0502
Si  -0.0158  0.0404  -0.0374
Si  -0.0335  -0.0182  -0.0378
Si  0.0046  0.0225  -0.0329
Si  -0.0122  0.0397  0.0036
Si  0.006  0.0305  -0.0153
Si  -0.0017  -0.0168  -0.06
Si  -0.0302  0.0225  0.0286
Si  0.0124  -0.0084  -0.004
Si  -0.0044  0.009  -0.0308
Si  0.0548  0.0037  0.0497
Si  -0.0081  -0.0004  -0.0527
Si  0.0056  0.0001  0.0091
Si  0.0188  -0.0294  -0.0291
Si  0.0025  -0.0016  -0.0394
Si  0.0207  0.0409  -0.0211
Si  0.0049  -0.0108  -0.0059
Si  0.0088  -0.0139  0.0096
Si  0.0025  0.0289  0.0098
Si  0.014  0.0205  0.0175
Si  0.0479  -0.0228  0.0156
Si  -0.0092  -0.0086  0.0298
Si  0.0028  0.0168  -0.0153
Si  0.0157  0.0337  0.031
Si  -0.0185  0.0071  0.0238
Si  -0.0111  -0.0259  0.0323
Si  -0.0002  -0.0163  0.008
Si  0.005  -0.0289  0.0357
Si  -0.0006  0.0106  0.0124
Si  -0.0137  0.0189  0.0272
Si  0.0141  0.0068  0.0288
Si  -0.0244  0.0066  0.0088
Si  -0.0005  0.0123  0.0103
Si  0.0002  0.0065  0.0063
Si  -0.012  0.0105  -0.0131
Si  0.0138  -0.0136  -0.0143
Si  0.0009  0.0099  -0.021
Si  0.0088  -0.0054  -0.0249
Si  -0.0087  0.0261  -0.0083
Si  -0.0129  -0.0165  -0.0318
Si  0.0134  0.0173  -0.0121
Si  0.0009  -0.0167  -0.017
Si  -0.0136  0.0034  -0.0174
Si  -0.0054  -0.0106  -0.0207
Si  0.0093  0.0353  -0.0268
Si  -0.0139  -0.0316  -0.0296
Si  0.0099  0.0118  -0.019
Si  0.0127  0.0132  -0.0337
Si  0.001  0.0032  -0.0202
Si  -0.0067  -0.0198  -0.0189
Si  0.0042  -0.0018  0.0376
Si  -0.0159  0.0052  0.0243
Si  -0.0139  -0.0007  0.0234
Si  -0.0084  0.0013  0.0006
Si  0.0153  -0.0275  0.0121
Si  -0.0026  0.0255  -0.0047
Si  -0.0548  0.0205  0.03
Si  -0.0147  0.0113  0.0121
Si  0.0301  0.0072  0.0354
Si  -0.0088  -0.0075  0.0354
Si  0.0046  -0.0383  0.0175
Si  -0.0056  0.0204  -0.0037
Si  0.0191  0.0281  0.0108
Si  -0.0163  -0.0045  -0.0031
Si  0.0047  -0.0183  0.0207
Si  0.0106  -0.0057  0.0263
Si  0.0083  0.0411  -0.0082
Si  0.0005  -0.0129  -0.0586
Si  0.0163  0.0007  0.0578
Si  -0.0041  -0.0046  -0.0243
Si  0.0051  -0.0073  -0.0151
Si  -0.0113  -0.0165  0.0119
Si  0.0399  -0.0032  -0.0117
Si  0.0005  -0.0146  -0.0308
Si  -0.0129  0.0437  -0.0121
Si  0.0237  -0.0177  -0.0254
Si  -0.0248  0.0056  -0.0408
Si  0.0088  -0.012  -0.0228
Si  -0.0069  -0.029  0.0086
Si  0.048  0.0091  -0.0041
Si  0.0063  0.0661  -0.0019
Si  -0.003  0.0071  -0.0187
Si  -0.007  -0.0249  -0.0111
Si  -0.0051  0.0088  0.041
Si  -0.0286  0.0326  0.0456
Si  0.0252  0.0017  0.0581
Si  0.0385  -0.0226  0.0275
Si  0.0206  0.0282  0.0072
Si  0.0032  0.0099  0.0431
Si  0.0154  0.0254  0.0576
Si  0.0254  -0.0693  0.0049
Si  -0.0654  0.0529  0.031
Si  0.0395  0.0116  0.0321
Si  -0.0144  0.0026  0.0089
Si  0.0215  -0.0566  0.0427
Si  0.0346  -0.0179  0.0778
Si  -0.0196  0.0342  0.0422
Si  0.0183  -0.018  0.0635
Si  0.0165  -0.0676  0.0337
Si  0.0142  -0.0798  -0.0029
Si  0.0164  -0.014  -0.0165
Si  0.4823  0.0976  -0.4021
Si  0.0058  -0.0542  0.048
Si  0.0316  0.0314  0.0265
Si  0.0385  -0.0668  0.0702
Si  -0.4797  0.1513  -0.2342
Si  -0.009  -0.0197  0.0417
Si  -0.3706  -0.0267  -0.4656
Si  0.2894  -0.0912  -0.4183
Si  0.0445  0.017  -0.0152
Si  0.0132  -0.0188  0.0099
Si  0.0545  0.0123  -0.0688
Si  -0.036  -0.0121  -0.0303
Si  -0.2302  -0.0476  -0.6512
Si  0.0206  0.0053  -0.7964
Si  0.0198  0.0321  -0.0429
Si  0.1045  -0.3393  -0.8448
Si  -0.0237  0.0388  -0.1821
Si  0.0927  0.3665  -0.4733
Si  -0.1347  -0.4184  -0.7034
Si  -0.0608  0.3292  -0.5134
Si  0.032  -0.1571  -0.1576
Si  -0.0403  0.1617  -0.6128
Si  -0.1477  -0.1562  -0.5895
Si  -0.3107  0.1442  -0.5611
Si  0.403  -0.0622  -0.3509
Si  -0.0523  0.0513  0.0345
Si  -0.2519  -0.1987  -0.4656
Si  -0.3043  -0.1016  -0.6917
Si  0.1516  -0.0336  -0.1509
Si  0.0294  0.0123  -0.148
Si  0.0827  -0.0034  0.0522
Si  -0.0828  0.0113  -0.0471
Si  0.0315  -0.0484  -0.0048
Si  0.0272  -0.2119  -0.5746
Si  0.0192  -0.1051  -0.0915
Si  0.0187  0.0005  -0.1213
Si  0.0116  0.0312  -0.0899
Si  0.0459  -0.0876  -0.0257
Si  0.1791  0.0938  -0.2235
Si  0.1905  -0.0434  -0.0404
Si  -0.119  0.0657  -0.0991
Si  0.0042  -0.0806  -0.0436
Si  -0.0681  -0.0368  -0.273
Si  0.1683  0.0616  -0.6386
Si  -0.0232  -0.0393  -0.0427
Si  -0.028  0.0811  0.0502
Si  -0.1486  -0.0436  0.0282
Si  0.0826  -0.1025  -0.1047
Si  0.0528  -0.0597  -0.0356
Si  -0.0512  0.0914  -0.0958
Si  -0.0056  -0.0575  0.1153
Si  -0.0283  0.0563  -0.1221
Si  0.0125  0.0902  0.0721
Si  -0.035  -0.0946  -0.0814
Si  -0.0014  0.0753  -0.0344
Si  -0.0441  0.1178  0.0614
Si  0.0029  -0.1111  -0.0253
Si  -0.0613  0.0404  0.1207
Si  -0.0685  -0.1122  -0.0966
Si  0.0474  0.0948  0.0038
Si  0.0793  0.0395  -0.002
Si  0.0969  0.0377  0.0319
Si  0.0817  0.0814  0.0419
Si  -0.0523  -0.043  0.0148
Si  -0.0629  -0.0553  0.0583
Si  -0.0651  0.0336  0.0408
Si  0.1235  -0.0518  -0.0796
Si  -0.1785  -0.0308  0.1893
Si  -0.0321  -0.042  -0.0541
Si  -0.0628  -0.1152  -0.0588
Si  0.0412  0.1127  0.0013
Si  0.0325  -0.1057  0.1461
Si  -0.0268  -0.1075  0.054
Si  -0.0021  -0.0469  0.1643
Si  -0.0288  -0.0834  0.0592
Si  0.0653  -0.0144  -0.1341
Si  -0.0115  0.0241  0.0284
Si  0.0161  -0.005  -0.003
Si  0.0021  0.0137  -0.0116
Si  -0.0065  -0.0046  -0.0231
Si  -0.0064  -0.0025  -0.0093
Si  -0.0106  0.007  0.0051
Si  -0.0137  -0.0091  -0.0048
Si  -0.0112  0.0032  -0.0268
Si  -0.0102  0.0021  -0.0169
Si  -0.0139  0.0064  -0.0041
Si  -0.0055  -0.0129  -0.0069
Si  0.0227  -0.0075  -0.0187
Si  0.0131  0.0042  -0.0079
Si  -0.0024  -0.0038  -0.0054
Si  -0.0066  0.0138  -0.0217
Si  0.0126  -0.009  -0.0382
Si  0.0253  0.0077  -0.0234
Si  0.0023  -0.0184  -0.017
Si  -0.0037  0.0025  -0.0258
Si  -0.0082  0.0072  -0.0112
Si  -0.0098  0.0056  -0.0306
Si  -0.0049  -0.0124  -0.0168
Si  -0.0069  -0.0046  -0.0115
Si  0.0073  0.0135  0.0029
Si  0.0413  -0.0041  -0.0021
Si  0.0207  -0.0013  0.0028
Si  -0.0019  0.0082  -0.0154
Si  -0.0138  -0.0049  -0.0155
Si  -0.0068  -0.005  -0.0058
Si  -0.0205  -0.0026  -0.0257
Si  -0.0127  -0.0078  -0.0101
Si  0.0378  0.0063  -0.0122
Si  -0.0005  -0.0075  -0.0011
Si  -0.007  0.0169  0.0212
Si  -0.0057  0.0018  0.0213
Si  -0.0053  -0.0118  0.0216
Si  -0.0101  0.0188  0.0192
Si  -0.0024  -0.013  0.0063
Si  0.0047  0.0162  0.0056
Si  -0.0011  -0.0011  0.0075
Si  0.0017  0.0048  0.0027
Si  0.0071  -0.008  0.0131
Si  0.0086  0.0037  0.0275
Si  0.0062  -0.0209  0.0245
Si  0.0047  0.0248  0.0194
Si  -0.0019  -0.0131  0.0069
Si  0.0086  0.0114  0.0212
Si  0.0058  -0.0006  0.0286
Si  0.0083  0.0006  0.0264
Si  0.0046  0.004  0.0225
Si  -0.0093  0.0016  0.0262
Si  -0.0009  -0.0068  0.0224
Si  0.0063  0.0097  0.0148
Si  0.0113  -0.0123  0.0063
Si  -0.0002  -0.003  0.0144
Si  -0.009  0.0039  0.0168
Si  -0.0085  -0.0018  0.0133
Si  -0.0013  -0.0108  0.021
Si  0.0015  -0.0069  0.0181
Si  0.0025  -0.0171  0.0173
Si  0.0056  -0.0055  0.0107
Si  0.0093  -0.0116  0.0033
Si  -0.0095  0.0334  0.0134
Si  -0.0101  0.0035  0.0279
Si  0.0035  -0.0052  0.0254
Si  0.0052  -0.0088  -0.0041
Si  -0.0064  -0.0045  -0.0196
Si  0.0148  0.0031  -0.0197
Si  -0.0049  0.0028  -0.0194
Si  -0.0166  -0.0011  -0.0035
Si  -0.0034  -0.0066  -0.0168
Si  0.0072  -0.0029  -0.0059
Si  0.0009  0.0055  -0.017
Si  -0.0103  0.001  -0.0125
Si  0.0017  -0.0034  -0.0128
Si  -0.0024  0.0072  -0.0108
Si  -0.0008  -0.0024  -0.0152
Si  0.0016  0.001  -0.0161
Si  -0.0071  0.0056  -0.0194
Si  -0.005  -0.0055  -0.015
Si  0.0016  -0.0067  -0.0149
Si  0.0071  -0.0018  -0.0113
Si  -0.0311  0.0033  -0.0238
Si  0.0135  -0.0017  -0.0144
Si  -0.0028  0.009  -0.017
Si  -0.0056  -0.0028  -0.0159
Si  -0.0109  0.0042  -0.0256
Si  0.007  0.0016  -0.0073
Si  0.0193  -0.0001  -0.0235
Si  -0.0051  -0.0076  -0.0101
Si  0.0095  -0.0071  -0.0183
Si  -0.0292  -0.001  -0.012
Si  0.027  0.0194  -0.014
Si  0.0042  -0.0028  -0.0241
Si  0.0022  0  -0.0175
Si  0.0111  0.0086  -0.0128
Si  0.0047  -0.004  -0.0174
Si  0.0174  0.0066  0.017
Si  0.012  0.0039  0.0127
Si  0.0021  0.0053  0.0156
Si  0.0095  0.0022  0.0131
Si  -0.0124  0.0118  0.0139
Si  -0.0169  0.0033  0.0155
Si  -0.011  0.0007  0.0167
Si  -0.0059  0.0051  0.0047
Si  0.0055  -0.0109  0.01
Si  0.0039  0.0085  0.0098
Si  0.003  0.0038  0.0177
Si  0.0045  -0.0059  0.0127
Si  -0.0094  0.0033  0.0202
Si  -0.0027  -0.0031  0.0172
Si  0.0066  -0.004  0.0178
Si  -0.0031  -0.006  0.0157
Si  0.0116  0.009  0.0218
Si  0.0117  -0.0006  0.014
Si  0.0024  -0.0042  0.0122
Si  0.0082  0.0019  0.018
Si  -0.0139  -0.0056  0.0187
Si  -0.0056  -0.0066  0.0139
Si  -0.0006  0.0039  0.0155
Si  0.0045  -0.0002  0.0124
Si  0.0142  -0.0088  0.0119
Si  -0.0023  -0.0023  0.0108
Si  -0.002  0.0035  0.0183
Si  -0.0113  -0.0153  0.0114
Si  -0.013  0.0005  0.0155
Si  0.0015  -0.0002  0.0143
Si  -0.0007  -0.0021  0.0185
Si  -0.0074  0.0018  0.014
Si  -0.0107  -0.0025  -0.013
Si  -0.015  0.0055  -0.0154
Si  -0.0092  -0.0065  -0.0204
Si  -0.0035  0.0023  -0.0163
Si  0.0015  0.0075  -0.0137
Si  0.015  -0.0104  -0.0095
Si  0.0155  0.0049  -0.0116
Si  0.0027  -0.0093  -0.0147
Si  -0.0158  0.0004  -0.0104
Si  -0.003  -0.0083  -0.0142
Si  0.0041  0.0065  -0.009
Si  0.0021  0.0013  -0.0113
Si  0.011  -0.0063  -0.0132
Si  0.0136  0.0058  -0.0165
Si  -0.0039  -0.0094  -0.0132
Si  0.0007  0.0063  -0.0144
Si  -0.009  0.0003  -0.0169
Si  -0.0194  0.0056  -0.0174
Si  -0.0128  -0.0012  -0.0201
Si  -0.0009  0.0072  -0.0189
Si  0.0133  0.0084  -0.0167
Si  -0.0021  -0.0077  -0.0173
Si  -0.0095  0.0075  -0.018
Si  0.0111  -0.0022  -0.0152
Si  0.0151  0.0022  -0.013
Si  -0.0125  -0.0079  -0.0159
Si  -0.0101  0.0062  -0.0116
Si  0.0068  -0.0016  -0.0132
Si  0.0082  -0.0099  -0.0178
Si  0.0091  0.0052  -0.0132
Si  0.0068  -0.0049  -0.0132
Si  0.0024  0.0084  -0.0133
Si  0.0098  -0.0024  0.0116
Si  -0.0132  0.0056  0.0184
Si  -0.0195  0.0007  0.0159
Si  -0.0007  0.0107  0.0115
Si  -0.0023  -0.0038  0.0137
Si  -0.0173  0.0115  0.0145
Si  -0.015  -0.0082  0.0151
Si  0.0086  0.0062  0.0104
Si  0.0104  -0.0017  0.0139
Si  0.0035  0.0019  0.016
Si  0.003  0.0033  0.0197
Si  0.0016  0.0018  0.0144
Si  0.0061  0.0095  0.0155
Si  0.0058  -0.0065  0.0161
Si  0.0166  0.0079  0.014
Si  0.0102  -0.0113  0.0132
Si  0.0103  -0.0036  0.0131
Si  -0.0112  0.0005  0.0203
Si  -0.0009  -0.0065  0.0215
Si  -0.0031  0.0026  0.0132
Si  -0.0082  -0.015  0.0132
Si  -0.0067  0.0113  0.0116
Si  -0.0007  -0.0099  0.0155
Si  0.0038  0.0042  0.0153
Si  -0.0035  -0.0025  0.0175
Si  0.0049  -0.0072  0.0171
Si  0.0031  -0.0001  0.0183
Si  -0.0094  0.0018  0.0144
Si  -0.0038  0.0102  0.0176
Si  0.0069  -0.0025  0.0183
Si  0.0145  0.0059  0.0171
Si  0.0029  -0.0137  0.0138
Si  -0.0014  -0.0033  -0.0109
Si  0.0151  0.001  -0.0055
Si  0.0069  0.0053  -0.015
Si  -0.0041  -0.0075  -0.0109
Si  0.0046  0.0071  -0.0187
Si  0.0072  0.002  -0.0172
Si  0.0013  -0.0018  -0.0191
Si  -0.0055  0.0026  -0.0167
Si  -0.0096  -0.0062  -0.0155
Si  0.001  -0.0003  -0.009
Si  0.006  -0.0011  -0.0148
Si  -0.0042  -0.0032  -0.0106
Si  -0.0006  0.0133  -0.0264
Si  -0.0087  0.001  -0.0208
Si  -0.0112  -0.0045  -0.0198
Si  -0.005  -0.0036  -0.0099
Si  -0.0079  0.0014  -0.0184
Si  0.0008  0.0034  -0.0098
Si  -0.0046  0.0098  -0.0153
Si  0.0029  0.0059  -0.0149
Si  0.0064  0.0111  -0.0204
Si  -0.0112  -0.0127  -0.0161
Si  -0.0047  -0.0006  -0.0167
Si  0.0033  -0.0033  -0.0164
Si  0.0052  -0.0055  -0.0142
Si  -0.006  -0.0076  -0.0148
Si  0.0043  0.0091  -0.0156
Si  0.0105  -0.0077  -0.0106
Si  -0.0016  0.0059  -0.0246
Si  -0.0039  0.0064  -0.0195
Si  -0.0032  -0.0034  -0.0235
Si  0.0064  0.0025  -0.0114
Si  -0.0181  -0.012  0.0137
Si  -0.0123  0.0027  0.0309
Si  -0.0187  0.0043  0.0188
Si  0.0181  0.0085  0.0122
Si  -0.0027  -0.0026  0.0196
Si  0.0054  0.0005  0.017
Si  -0.0166  0.0016  0.0186
Si  0.0063  -0.001  0.0104
Si  0.0148  -0.0013  0.0084
Si  -0.007  -0.0119  0.0146
Si  0.0262  0.014  0.0112
Si  -0.0101  -0.0049  -0.0002
Si  0.001  -0.0036  -0.0011
Si  0.0042  0.0105  0.016
Si  0  -0.012  -0.001
Si  -0.0106  0.0046  0.0138
Si  -0.0051  -0.0065  0.0166
Si  -0.0076  -0.0029  0.0307
Si  -0.0146  0.009  0.0155
Si  0.0009  0.0014  0.0145
Si  -0.0084  -0.01  0.0215
Si  0.0107  0.0006  0.0191
Si  -0.0024  0.0012  0.0178
Si  -0.002  0.0008  0.0063
Si  0.0215  -0.0128  0.0125
Si  0.0017  0.0009  0.0122
Si  0.0182  -0.0036  0.0091
Si  -0.0164  0  0.006
Si  0.0006  -0.0059  0.0084
Si  -0.0063  0.0032  0.0215
Si  -0.0033  -0.0072  0.0054
Si  -0.0074  -0.0009  0.0191
O  0.0082  0.4849  0.2666
O  0.3626  -0.4083  0.1907
O  -0.303  -0.0117  -0.0447
O  -0.5211  0.2314  -0.2442
O  -0.3768  0.5133  -0.0498
O  0.2979  -0.4075  -0.0417
O  0.0271  -0.0651  0.3692
O  -0.4518  0.4453  -0.0322
O  -0.0165  0.1679  -0.1158
O  -0.0734  -0.3782  -0.3491
O  0.2852  -0.2208  0.1202
O  0.1699  0.5514  -0.6245
O  0.5231  0.0266  -0.4322
O  -0.0664  -0.4494  0.0146
O  -0.1012  0.5134  0.0994
O  0.0596  -0.0744  -0.0228
O  0.543  -0.2556  -0.2296
O  -0.1293  -0.0617  -0.3903
O  -0.399  0.1871  -0.3351
O  -0.4124  0.2537  -0.1771
O  0.0522  0.1249  -0.4199
O  -0.4012  -0.3185  0.0834
O  0.1778  0.186  0.0767
O  0.2093  0.1481  -0.1655
O  -0.2437  -0.2132  -0.015
O  0.5585  0.4438  -0.1499
O  0.0406  -0.2071  0.2836
O  -0.5291  0.238  -0.3306
O  -0.3885  0.0335  -0.4731
O  0.268  0.0543  0.1071
O  -0.0202  -0.4432  -0.3646
O  -0.2793  0.1898  0.5677
O  -0.45  0.3154  -0.3715
O  -0.0904  -0.4216  -0.0097
O  0.2408  0.1137  -0.3522
O  0.1416  -0.379  0.027
O  0.2746  0.0571  0.5717
O  0.0198  0.4705  -0.0536
O  0.1431  -0.4972  0.0275
O  -0.1056  -0.1488  -0.443
O  0.3063  -0.4401  -0.0999
O  0.2294  -0.2386  -0.2867
O  0.3877  0.159  -0.2135
O  0.5646  -0.0952  -0.0616
O  -0.1024  0.1  0.2564
O  0.1013  0.1786  -0.3146
O  0.1085  0.3794  0.2521
O  -0.1576  -0.17  0.3673
O  0.2731  -0.0848  -0.5626
O  0.2317  0.375  -0.2239
O  -0.567  -0.1694  0.1264
O  0.4692  0.3035  -0.4154
O  -0.2726  -0.0156  0.2514
O  -0.2425  0.0138  -0.0937
O  0.0558  -0.1008  -0.0016
O  -0.1153  -0.3238  -0.0156
O  0.4885  -0.1462  -0.3086
O  -0.4203  -0.2341  -0.1527
O  0.0444  0.22  -0.2147
O  0.4039  -0.1441  -0.3793
O  0.1826  0.4553  -0.1064
O  0.0536  0.0218  0.174
O  -0.3843  0.3  0.3157
O  0.2023  -0.3497  0.2504
O  -0.2236  -0.2443  0.3014
O  -0.0874  0.3611  0.3889
O  0.1556  0.215  0.2411
O  -0.604  0.0167  0.2305
O  -0.0926  0.167  0.2021
O  -0.3296  0.0003  0.1765
O  0.3509  0.1485  0.1322
O  -0.1412  -0.2644  0.2877
O  0.1953  0.3151  -0.3704
O  0.2671  -0.1989  0.3956
O  -0.1061  0.0322  0.3338
O  0.0811  -0.3104  -0.251
O  -0.1685  -0.1794  0.127
O  -0.3303  0.4808  0.15
O  0.4275  0.092  0.2251
O  -0.4587  -0.2808  -0.1952
O  0.0092  -0.0523  0.4244
O  -0.5577  -0.0835  0.4295
O  -0.4278  -0.2943  0.0368
O  -0.1477  0.3084  -0.1445
O  -0.1213  0.4183  -0.0099
O  0.2047  0.3705  0.0534
O  0.0702  0.314  0.4942
O  -0.395  -0.18  0.1261
O  -0.281  0.1451  0.1504
O  0.2368  0.1133  0.3967
O  0.1597  -0.1485  -0.1569
O  -0.4624  0.4696  -0.2124
O  -0.0409  0.5256  -0.0045
O  -0.2653  0.3388  0.0907
O  0.3507  -0.0483  -0.1661
O  -0.0539  0.285  -0.2069
O  -0.065  0.0465  -0.1573
O  0.259  0.2467  0.4853
O  0.6746  0.1993  0.4096
O  0.027  -0.2287  0.5895
O  0.0995  0.197  -0.3672
O  -0.1594  -0.6072  0.1152
O  -0.4413  0.0926  0.1618
O  -0.0459  -0.2045  0.0167
O  -0.5005  -0.4256  0.0622
O  0.0063  -0.1686  0.5172
O  -0.1796  -0.1872  -0.3511
O  -0.0024  -0.3075  0.6859
O  0.4261  -0.3108  0.156
O  -0.0366  -0.0995  0.0727
O  -0.0981  0.0134  -0.4289
O  -0.301  -0.2721  -0.2352
O  -0.4224  0.2027  -0.0215
O  0.4653  -0.0522  -0.0355
O  0.2188  -0.4884  0.3575
O  0.1777  -0.3557  -0.0695
O  -0.0246  -0.4308  -0.051
O  -0.1305  0.2827  0.3545
O  -0.0722  -0.2166  -0.541
O  0.3199  -0.1142  -0.3261
O  0.2228  0.2142  -0.363
O  0.0936  0.0848  -0.2544
O  -0.0512  -0.0615  0.3958
O  0.021  -0.27  0.2802
O  0.0512  -0.1767  0.1675
O  0.5011  -0.1359  0.0558
O  -0.0947  -0.5246  0.3117
O  -0.1119  0.1241  0.2126
O  0.1232  0.1335  0.1261
O  0.3769  0.1529  -0.4302
O  0.2143  0.0936  -0.3808
O  -0.2581  0.1932  -0.0569
O  -0.4629  0.4859  -0.2758
O  -0.2605  -0.1244  -0.5388
O  0.0748  0.2221  -0.5709
O  0.1349  -0.0142  0.531
O  0.4583  -0.0757  -0.3311
O  -0.0464  0.2924  -0.1552
O  -0.1791  -0.1219  -0.2928
O  -0.22  0.0723  -0.2868
O  -0.4313  0.0465  -0.094
O  0.1797  0.183  -0.0155
O  -0.0901  0.1544  -0.1645
O  0.38  -0.2733  0.4813
O  0.2185  0.5026  0.0399
O  -0.0063  -0.1386  -0.1532
O  -0.2265  -0.1259  -0.6867
O  0.0474  -0.3284  -0.2825
O  -0.209  0.3581  -0.3935
O  -0.4834  0.2364  0.2924
O  -0.1796  0.4128  -0.2905
O  0.1462  -0.4166  0.026
O  0.1291  -0.3667  -0.2287
O  -0.2814  -0.2686  -0.7096
O  -0.2197  0.4488  -0.1995
O  -0.0974  0.026  0.5555
O  -0.1919  -0.3136  -0.1985
O  0.6292  -0.2338  0.0259
O  -0.2514  -0.1134  -0.1406
O  0.3549  -0.048  -0.3513
O  0.0117  -0.4616  0.1156
O  0.0327  -0.176  -0.39
O  -0.3207  -0.1293  -0.0639
O  0.1006  -0.1792  0.0139
O  -0.0461  0.2362  0.2676
O  0.2155  0.2326  0.2021
O  0.0525  0.3533  0.2224
O  0.2212  0.5372  0.2929
O  0.0292  -0.1553  0.7396
O  -0.0796  -0.3183  0.1803
O  -0.2291  -0.1516  -0.3124
O  0.3705  0.1576  0.2279
O  0.1328  -0.2426  -0.2458
O  0.4798  -0.1262  0.2407
O  -0.146  0.1543  0.6971
O  -0.1874  0.262  -0.3861
O  -0.5484  0.1285  -0.1618
O  -0.1482  0.1137  0.1156
O  -0.1297  -0.3211  -0.0411
O  0.0144  0.04  -0.279
O  0.4734  -0.5033  0.1854
O  -0.3878  0.0184  -0.2186
O  -0.1016  -0.0152  -0.502
O  -0.28  -0.3458  0.6075
O  0.2274  -0.1321  -0.3719
O  0.2287  0.3207  0.3134
O  0.1339  -0.0499  0.3229
O  0.4597  0.2506  0.0827
O  -0.0624  -0.0008  -0.5095
O  0.0219  0.1357  0.2664
O  -0.3082  0.2544  0.3
O  -0.0541  0.0453  0.1574
O  -0.1374  -0.374  0.3853
O  0.225  -0.2133  0.0391
O  -0.2436  -0.2927  0.4875
O  -0.0706  0.1519  0.4612
O  0.1004  0.2752  -0.0464
O  -0.0947  -0.4977  0.0176
O  -0.4148  0.1118  -0.0707
O  0.2587  0.1343  0.0011
O  -0.114  -0.3568  0.2102
O  0.0342  0.5374  0.3944
O  0.0101  0.3583  -0.2448
O  0.2403  -0.4106  0.5086
O  0.4873  0.1306  -0.119
O  0.2123  -0.1011  -0.0003
O  -0.3425  -0.0121  0.3057
O  -0.2523  0.3658  -0.0654
O  0.5579  -0.1718  0.2039
O  -0.0539  -0.4265  0.1248
O  -0.2958  -0.0231  0.2232
O  -0.0945  -0.0035  0.2686
O  -0.4567  -0.2874  0.0958
O  -0.1286  0.4305  -0.0193
O  -0.4431  -0.1554  -0.0548
O  -0.0063  0.3622  0.3337
O  0.2598  -0.1493  0.0582
O  -0.2584  0.2656  0.3438
O  -0.0783  -0.5119  0.0716
O  0.1703  -0.1998  0.1974
O  0.1408  -0.6095  -0.0369
O  -0.2215  0.4642  0.3286
O  0.0012  0.5483  0.0656
O  -0.3606  0.2513  -0.1599
O  0.4736  0.3327  -0.2741
O  -0.503  0.1055  -0.2825
O  -0.3399  0.0134  -0.0087
O  0.1628  0.5053  0.0833
O  0.3187  -0.0179  -0.5267
O  -0.1644  0.1762  0.1542
O  0.0256  0.5573  -0.0015
O  0.2945  0.0658  0.4627
O  0.0852  -0.5488  0.1038
O  0.0812  0.3969  -0.3943
O  0.0741  0.221  -0.1415
O  -0.0864  -0.3208  -0.0337
O  -0.2936  0.1423  -0.457
O  -0.4702  0.4241  0.0673
O  -0.1386  0.1887  -0.6382
O  0.0007  -0.2224  -0.2753
O  0.1184  0.3306  0.4152
O  -0.3402  -0.4984  -0.4416
O  -0.198  0.2869  -0.0061
O  -0.4808  0.086  0.3116
O  0.275  0.2809  -0.4174
O  -0.0948  -0.6802  -0.1445
O  -0.4531  0.1356  -0.1059
O  0.2806  -0.2183  -0.5449
O  0.2114  0.1495  0.1102
O  0.1523  0.5642  -0.3017
O  -0.4114  0.1998  -0.3119
O  -0.6666  0.3675  -0.3056
O  -0.3266  -0.2567  0.1092
O  0.2612  -0.0428  -0.1123
O  -0.0344  -0.1679  -0.1511
O  0.1023  -0.4951  0.2525
O  0.1554  -0.3625  -0.1319
O  0.249  -0.0444  0.0249
O  -0.0691  -0.6084  0.4601
O  -0.1493  -0.4922  -0.4532
O  0.3477  0.2846  0.0513
O  0.3301  -0.2351  0.1608
O  0.362  -0.5079  -0.0695
O  -0.0503  0.1627  -0.4056
O  0.1372  0.3295  -0.1291
O  0.2598  -0.092  -0.0902
O  -0.6071  0.1241  0.3273
O  0.5301  0.0944  0.1188
O  0.5054  0.4816  -0.3149
O  -0.4636  -0.0484  0.0855
O  0.2593  0.3798  0.1442
O  0.2106  0.2722  -0.302
O  0.2598  0.3346  0.269
O  0.3007  0.4007  -0.1685
O  0.1881  -0.2099  0.1757
O  -0.4009  0.0991  0.3366
O  0.2217  -0.2438  -0.3856
O  0.1893  0.31  -0.1717
O  0.5546  0.0714  -0.0465
O  -0.1634  0.2605  -0.3944
O  0.2049  0.0889  -0.201
O  -0.0701  -0.0958  -0.0653
O  0.387  -0.017  -0.2281
O  -0.3072  0.1091  0.3137
O  0.6621  -0.0018  -0.2214
O  -0.3638  -0.124  0.3933
O  0.2286  0.2382  0.224
O  -0.2287  0.1958  0.056
O  0.2228  0.0026  -0.2695
O  0.5702  -0.0897  -0.3809
O  -0.1175  -0.028  -0.5142
O  -0.4804  -0.0778  0.1078
O  0.3898  -0.0305  -0.3522
O  0.0718  -0.0209  -0.3987
O  -0.0879  -0.0805  -0.4719
O  -0.0772  0.0251  -0.2506
O  -0.4305  0.2031  0.2388
O  -0.4696  -0.0864  -0.317
O  0.2711  -0.2233  0.1331
O  0.1542  -0.2065  -0.5608
O  0.4067  -0.2176  -0.0373
O  -0.0397  -0.3402  0.4633
O  0.2834  -0.0939  0.208
O  0.1334  -0.1801  -0.3377
O  0.2759  0.1616  -0.1176
O  0.1401  0.5657  -0.1866
O  0.3535  0.4362  -0.3244
O  0.1113  0.1616  0.5481
O  0.0748  -0.619  -0.0275
O  -0.1785  0.0496  0.3029
O  -0.1775  0.2054  0.5115
O  0.1196  -0.0254  0.2774
O  0.5134  0.1549  0.0128
O  -0.1592  0.2817  0.1614
O  0.1691  0.0194  -0.2237
O  -0.0701  -0.1946  -0.094
